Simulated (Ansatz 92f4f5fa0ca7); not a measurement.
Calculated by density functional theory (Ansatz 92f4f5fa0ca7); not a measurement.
Periodic cell of 260 atoms, Si140O88H32, with a vacuum gap, from a study of silicon, its oxide and their interface. The atomic structure is a simulated model.

Settings
functional: r2SCAN
potential files: Ansatz PAW
basis: plane waves
wave-function cutoff: 800 eV
density cutoff ratio: 5
exchange-correlation grid ratio: 1
k mesh: 1 x 1 x 1, shifted by 0.5 0.5 0 of a step
self-consistency stop: 1e-11 eV per atom in the density residual
occupations: fixed
spin: none
net charge: 0
applied field: sawtooth along c, amplitude +0.015 V/angstrom in the program's sign convention, ramp centred at 0.9891 of c and 0.0219 of c wide, no dipole correction

Cell vectors (angstrom)
a	10.888	0	0
b	0	10.888	0
c	0	0	45.695

Atoms and the computed forces on them: element, x, y, z (angstrom), force x, y, z (eV/angstrom)
Si	0.3621	-0.6007	30.7927	0.0039	-0.0001	0.0326
Si	2.1432	2.8213	30.5768	-0.0014	0.0012	0.0552
Si	0.028	5.1918	30.7647	0.0049	-0.0022	0.0429
Si	2.1135	8.5156	30.7943	-0.0015	0.0062	0.0307
Si	5.6369	-0.3061	30.7178	0.0037	-0.0041	0.0374
Si	6.721	1.2842	32.0512	-0.0041	0.0018	-0.0062
Si	6.1346	5.1077	30.1342	-0.0003	-0.0104	0.0545
Si	7.9559	8.4026	30.7434	-0.0012	0.0039	0.0407
Si	1.2562	1.2002	32.0124	0.0008	-0.0009	-0.0091
Si	3.8584	3.8917	31.8238	-0.0084	-0.0095	0.0158
Si	1.1987	6.7813	32.0641	-0.0039	-0.0017	-0.0046
Si	3.9713	9.4516	31.9431	0.0013	0.0046	-0.0047
Si	8.0377	2.642	30.7018	-0.0008	0.0057	0.0367
Si	9.473	3.9233	32.0634	0.0012	0	-0.0076
Si	6.8425	6.6639	31.8224	0.0038	0.004	-0.0008
Si	9.5059	9.469	32.109	-0.0028	-0.0059	-0.0062
Si	-0.0535	2.5911	33.4054	-0.0024	-0.0023	-0.018
Si	2.7281	-0.0278	33.3729	0.0027	0.0009	-0.0143
Si	-0.107	8.0856	33.4863	0.0008	0.0004	-0.0178
Si	2.6728	5.3777	33.2763	-0.0015	0.0053	-0.016
Si	5.3189	2.6897	33.2918	0.0001	-0.0016	-0.021
Si	8.1356	-0.0162	33.4004	0.007	0.0034	-0.0165
Si	5.3775	8.0047	33.2065	-0.0067	-0.0019	-0.0183
Si	8.1334	5.3791	33.3284	0.0037	-0.0059	-0.0083
Si	1.3343	4.0189	34.6733	0.0011	-0.0072	0.0095
Si	4.0514	1.339	34.7297	-0.0112	-0.0053	0.0007
Si	1.3269	9.4999	34.7189	-0.0052	0.0071	0.0078
Si	4.0417	6.7322	34.6552	-0.0026	-0.0086	0.004
Si	6.7203	4.0548	34.6536	-0.009	-0.0021	0.0104
Si	9.4699	1.3152	34.7868	0.0069	-0.0022	0.0031
Si	6.7452	9.4201	34.6158	-0.0003	-0.0038	0.0111
Si	9.4449	6.713	34.7747	-0.0023	0.0034	0.0049
Si	-0.0199	-0.0259	36.0994	0.0137	-0.0076	0.0163
Si	2.7008	2.7112	36.0709	0.0062	0.007	0.015
Si	-0.0038	5.3892	36.0602	0.009	0.0023	0.019
Si	2.7196	8.1359	36.032	-0.0002	0.0073	0.0229
Si	5.4443	-0.0497	36.0161	-0.0024	0.0197	0.0295
Si	8.1106	2.7313	36.0551	0.0159	0.0006	0.018
Si	5.4158	5.4302	36.049	0.0011	0.0124	0.0142
Si	8.1112	8.1423	36.0568	0.0155	0.0052	0.0167
Si	1.3399	1.3654	37.4289	-0.018	-0.0103	0.1737
Si	4.0716	4.0822	37.417	-0.0216	-0.0224	0.1779
Si	1.3601	6.7855	37.3977	0	0	0.1792
Si	4.0713	9.5212	37.3908	-0.0263	-0.0241	0.1786
Si	6.7897	1.3382	37.3974	-0.028	-0.0252	0.1868
Si	9.5064	4.0713	37.4164	-0.0252	-0.0166	0.1852
Si	6.7737	6.8076	37.4198	-0.0526	-0.0542	0.1842
Si	9.4931	9.4986	37.4216	0.0203	0.0213	0.172
Si	0.0013	2.7475	38.7831	-0.1187	-0.1858	0.3251
Si	2.7345	0.0222	38.7523	-0.099	-0.0948	0.3115
Si	0.0176	8.1724	38.7532	-0.1227	-0.1244	0.2925
Si	2.7372	5.4634	38.7776	-0.086	-0.093	0.2745
Si	5.4577	2.7352	38.7562	-0.1494	-0.1203	0.2758
Si	8.171	0.0183	38.774	-0.0661	-0.1017	0.2616
Si	5.4449	8.2016	38.7679	-0.1335	-0.1493	0.3252
Si	8.1908	5.4836	38.7556	-0.1923	-0.1491	0.3395
Si	1.3796	4.114	6.9521	0.1206	0.0975	-0.2132
Si	4.0783	1.4089	6.9211	0.072	0.1007	-0.3056
Si	1.3797	9.5549	6.9123	0.1136	0.1049	-0.2949
Si	4.1005	6.8499	6.9313	0.1613	0.1073	-0.3294
Si	6.8371	4.1269	6.9009	0.1487	0.1892	-0.3572
Si	9.5523	1.3778	6.9362	0.1266	0.1431	-0.3315
Si	6.7853	9.5856	6.9488	0.0939	0.067	-0.2102
Si	9.5698	6.8289	6.9373	0.0994	0.1699	-0.257
Si	0.077	0.0605	8.2903	0.0191	0.0311	-0.1776
Si	2.7613	2.7762	8.3198	0.0196	0.0239	-0.1711
Si	0.0791	5.5104	8.325	0.0159	0.032	-0.1754
Si	2.7612	8.2362	8.28	0.0208	0.0304	-0.1899
Si	5.4162	0.0916	8.3111	0.0192	-0.006	-0.1786
Si	8.2138	2.7883	8.25	0.0285	0.0193	-0.1866
Si	5.4923	5.5036	8.2638	0.0151	0.0144	-0.1786
Si	8.2106	8.2352	8.2415	0.0118	0.0116	-0.1706
Si	1.4526	1.3936	9.713	-0.0106	-0.002	-0.0306
Si	4.1328	4.1802	9.6467	0.0006	-0.0093	-0.0156
Si	1.4753	6.8906	9.6856	-0.0107	-0.0167	-0.0261
Si	4.0376	9.6343	9.6855	0.0053	-0.0067	-0.0309
Si	6.7834	1.5218	9.5949	-0.0042	0.002	-0.0269
Si	9.62	4.0978	9.6222	-0.0168	0.0011	-0.0167
Si	6.8614	6.889	9.592	-0.0073	0.0066	-0.0193
Si	9.5736	9.6017	9.5879	-0.0127	-0.0084	-0.0193
Si	0.1287	2.7922	11.0394	-0.007	0.0034	-0.0045
Si	2.7528	0.0778	11.2147	0.0009	0.0049	-0.0016
Si	0.0864	8.2848	10.9572	-0.0048	0.0101	-0.007
Si	2.9009	5.5775	11.0814	0.0021	0.0036	-0.0043
Si	5.483	2.8875	11.0494	0.0075	0.0093	-0.0002
Si	8.1971	0.1682	10.8198	0.0097	-0.0025	-0.0116
Si	5.496	8.3031	10.909	0.01	-0.0018	-0.0089
Si	8.2503	5.4961	10.881	-0.0001	0.0041	-0.0096
Si	1.5394	4.1772	12.3888	-0.0035	0.0039	0.0124
Si	4.2402	1.4809	12.5028	0.0024	-0.0013	0.0134
Si	1.1593	9.706	12.5294	-0.003	-0.0052	0.0049
Si	4.3567	6.9531	12.4378	-0.0056	0.005	0.0199
Si	6.8829	4.3178	12.3548	0.0005	-0.0048	0.0115
Si	9.4935	1.481	12.2575	-0.0039	0.0004	0.0083
Si	6.8586	9.7277	12.1711	-0.0015	-0.0016	0.0072
Si	9.6525	6.8145	12.1739	0.0022	0.0002	0.0087
Si	-0.6865	-0.2364	13.6837	0.0028	0.0067	0.0195
Si	2.7962	2.77	13.8349	-0.0035	-0.0009	0.031
Si	0.2032	5.6383	13.6217	0.0052	0.0091	0.0124
Si	2.0468	8.2168	14.0689	0.0079	-0.004	0.0423
Si	5.9894	0.419	13.7157	-0.001	-0.007	0.0361
Si	8.0865	2.7839	13.583	-0.0006	0.0034	0.0144
Si	6.1279	6.0994	13.7427	-0.0073	-0.0061	0.0253
Si	8.2695	8.292	13.2795	0.0007	0.0015	0.0131
Si	-10.0863	18.7283	26.5363	0.0089	-0.0017	0.0714
Si	5.4819	15.0561	22.5084	0.0048	-0.0085	0.0654
Si	3.3053	29.7122	27.9784	-0.0034	0.0003	0.0651
Si	0.9159	15.9505	20.2969	0.0076	-0.0073	0.0685
Si	14.176	22.948	25.9183	-0.0042	-0.0063	0.0776
Si	17.3851	12.2711	21.7795	0.005	0.0151	0.0675
Si	9.9322	7.0089	21.786	-0.0116	-0.0057	0.0733
Si	23.1431	15.6585	25.8723	0.008	0.0063	0.063
Si	-13.8561	32.0476	26.4824	0.0015	0.0009	0.0709
Si	13.5643	11.8169	17.7224	-0.0016	-0.0142	0.0727
Si	15.6423	-2.9373	18.6985	0.0045	0.0008	0.0772
Si	-1.1321	11.8447	28.5579	0.0036	0.0007	0.0722
Si	2.4767	7.6621	16.804	0.0019	-0.0051	0.0681
Si	-5.5117	5.9899	27.1872	0.0012	0.0054	0.0675
Si	11.9127	10.5348	19.9438	-0.0081	-0.0053	0.0711
Si	19.6426	11.4967	23.8881	-0.0045	-0.0102	0.0635
Si	10.1223	4.3457	15.3745	-0.0014	0.0073	0.0533
Si	3.6113	6.3279	21.0382	-0.0006	-0.013	0.0646
Si	21.1151	3.2321	23.9608	0.0011	0.0087	0.0652
Si	15.0342	14.0675	16.6452	0.0033	-0.0062	0.0605
Si	20.4366	8.8156	19.2042	0.0054	0.0054	0.0671
Si	5.0665	10.3938	27.8796	0.0019	-0.0011	0.0679
Si	-13.8872	-3.7212	26.1422	-0.0026	0.0041	0.0714
Si	4.881	-4.9226	16.5704	-0.0079	0.0169	0.0668
Si	-4.1696	21.2642	19.1385	0.0085	0.0115	0.0826
Si	-10.2373	1.5728	15.5767	0.015	-0.0035	0.0538
Si	-5.4777	11.4389	16.6106	0.0036	-0.0026	0.0706
Si	4.2244	-6.9717	25.2613	-0.0036	0.0079	0.0702
Si	13.3104	-23.6979	22.1045	-0.0002	0.0092	0.0709
Si	22.9719	2.2022	21.5533	0.002	0.0046	0.0756
Si	-0.2938	6.3415	17.7325	0.0025	0.0107	0.0857
Si	1.3752	2.47	27.7416	-0.0016	-0.0087	0.0777
Si	10.8479	19.9708	23.8848	-0.0083	0.0029	0.0654
Si	8.1001	5.5423	23.4068	0.003	0.0053	0.0686
Si	-1.2808	6.9584	28.4966	-0.0015	-0.0053	0.0729
Si	3.6551	-10.193	22.8236	-0.005	0.0049	0.0703
O	4.6461	-6.1965	30.6167	0.0125	0.0115	-0.0108
O	5.2777	-6.101	26.1175	-0.0087	-0.0182	-0.0366
O	2.2579	-2.4235	26.867	-0.0154	-0.0007	-0.0341
O	8.751	3.6222	14.843	-0.0078	-0.0075	-0.0285
O	9.7711	8.1053	20.6326	-0.0048	0.0176	-0.0503
O	-10.9421	7.8256	27.9075	0.0129	0.0035	-0.0403
O	2.3275	2.2219	29.0505	-0.0055	-0.0027	-0.0511
O	-1.8564	0.1715	27.351	-0.0136	-0.0148	-0.0444
O	4.7051	3.5254	23.7725	0.013	0.0008	-0.0476
O	1.4716	-1.5917	23.3657	0.0178	-0.0054	-0.039
O	-4.3076	5.1158	23.1871	-0.0078	-0.0076	-0.025
O	17.9856	3.8006	30.0239	-0.0087	0.0073	-0.0114
O	-13.0886	1.6643	29.5573	0.0134	-0.0131	-0.0333
O	11.1117	14.8646	25.0675	-0.0175	-0.0155	-0.0433
O	6.5299	-0.5166	27.2565	0.0172	-0.0009	-0.0352
O	-7.4656	3.4608	15.1997	-0.0145	-0.0041	-0.0537
O	5.7214	-5.2584	15.245	0.0142	0.0002	-0.056
O	5.6467	21.5671	15.1952	0.0037	0	-0.055
O	4.6163	17.9395	20.0206	0.0102	0.0159	-0.0465
O	1.7198	12.5309	14.3557	0.0125	0.0083	-0.0271
O	1.1814	6.8381	14.2007	-0.0046	-0.0006	-0.0199
O	21.894	-5.0637	21.4928	0.0133	-0.0089	-0.0288
O	-20.2691	25.8033	27.3051	0.0025	0.0166	-0.0317
O	12.4602	-1.6472	20.7542	-0.0096	0.0122	-0.0407
O	3.4155	-4.38	16.1602	0.0029	-0.003	-0.0238
O	25.9006	24.3126	26.0747	0.003	0.0061	-0.0261
O	9.0769	4.2609	23.493	-0.0046	0.0036	-0.0217
O	11.4009	11.7562	20.9003	0.0016	-0.0182	-0.0369
O	17.6936	9.4928	30.3178	-0.0023	0.0012	-0.0136
O	10.3957	11.4251	15.1154	-0.0078	-0.0113	-0.0353
O	13.0889	8.7412	15.616	-0.0082	0.0059	-0.0483
O	10.7091	13.0339	28.0284	0.0101	0.0072	-0.0232
O	1.1499	-7.4186	20.5296	-0.0012	0.0137	-0.0268
O	-7.3609	7.9206	13.4758	-0.0001	0.0005	-0.0177
O	0.0722	19.6787	25.4645	-0.007	0.0131	-0.0539
O	0.3194	13.5965	22.7975	0.0227	-0.0117	-0.0437
O	-19.3991	5.7363	20.1824	-0.005	-0.0019	-0.0259
O	9.6257	7.5991	18.119	0.0066	-0.0176	-0.0342
O	1.8212	12.3579	26.5367	0.0134	-0.0069	-0.0319
O	16.9341	16.5187	28.6087	-0.01	0.0092	-0.0484
O	-3.6314	18.1506	14.088	0.0058	0.0053	-0.0178
O	0.9487	6.3192	25.9995	0.0019	-0.0111	-0.0235
O	15.3059	15.9893	21.7183	-0.0118	0.0174	-0.0377
O	5.5464	7.0678	17.5669	0.0007	-0.0185	-0.041
O	9.8931	16.2968	16.5962	-0.0019	-0.0278	-0.0584
O	11.9804	17.8893	17.2584	0.0129	0.0052	-0.0314
O	13.5949	12.6525	22.0148	-0.014	0.0049	-0.0354
O	3.2006	22.4931	24.3767	0.0056	-0.0057	-0.0628
O	4.0217	10.9664	26.8185	-0.0114	0.0139	-0.032
O	13.1584	0.2919	19.1347	0.0171	0.0149	-0.0443
O	15.4607	-1.9949	28.202	0.001	0.0009	-0.0264
O	20.756	10.3402	23.5699	0.0053	-0.0014	-0.0217
O	-2.5842	41.3888	26.2096	0.0023	-0.0023	-0.0234
O	7.7519	0.0691	25.0288	0.0106	0.0152	-0.0497
O	13.4161	18.6811	29.3782	0.0137	-0.0093	-0.0498
O	-7.8527	7.4591	22.0805	0.0063	-0.0129	-0.028
O	-7.606	8.2921	18.0696	-0.0131	-0.0032	-0.0332
O	1.3339	0.8783	16.846	-0.0182	0.0097	-0.042
O	27.0131	0.9466	22.6805	0.0095	-0.002	-0.0268
O	-2.1255	6.3577	27.2515	-0.0115	0.0015	-0.0422
O	1.1362	4.0888	30.2951	0.0022	-0.0033	-0.0287
O	4.6797	15.4299	17.3113	-0.0007	-0.0007	-0.0264
O	3.9363	10.988	17.1306	0.0082	0.0024	-0.0266
O	9.2184	-1.5052	14.1013	-0.0018	0.0024	-0.0127
O	-5.3536	9.2727	19.1701	-0.0045	-0.0061	-0.0251
O	10.3457	18.6347	23.1502	-0.0042	-0.0181	-0.0405
O	11.0357	13.9713	15.901	-0.0057	0.0089	-0.0168
O	21.6037	-0.9447	19.0211	-0.0066	-0.0039	-0.0287
O	3.5625	10.0912	22.2011	-0.0027	-0.0113	-0.0294
O	8.4921	17.2426	22.0681	0.0115	0.0098	-0.0417
O	17.4442	22.0064	17.703	-0.0159	0.0117	-0.0471
O	-0.7265	5.7683	29.4333	-0.0115	0.0152	-0.0394
O	-2.6962	-4.4018	24.715	0.0067	-0.0212	-0.0505
O	-4.6694	-7.8852	21.6139	0.0041	-0.0086	-0.0232
O	-1.3958	-8.9824	24.5124	0.0051	0.0024	-0.0337
O	3.1462	-8.3981	17.7306	0.0072	0.0083	-0.0275
O	27.1487	2.1567	16.3803	0.0003	0.0032	-0.0289
O	14.7628	28.291	27.4681	0.006	-0.007	-0.0187
O	13.6824	4.6647	25.1125	0.0078	-0.0041	-0.0264
O	7.8787	1.0377	22.5798	-0.0208	0.0043	-0.036
O	10.6874	-0.1258	29.3231	-0.0165	0.015	-0.0375
O	19.0248	9.599	19.176	-0.0055	-0.0012	-0.018
O	-2.2378	7.9389	29.3445	0.0138	-0.0126	-0.0413
O	5.0961	0.3133	29.2914	-0.0049	-0.0025	-0.047
O	10.9335	-5.548	18.9626	-0.0122	0.0139	-0.061
O	6.5659	11.4624	20.3549	0.0023	-0.0254	-0.0544
O	6.3137	-3.7864	26.4892	0.0108	0.0025	-0.0255
O	-3.8154	1.6	14.0978	-0.0006	0.0017	-0.0151
H	0.8266	3.5658	39.7155	-0.3094	-0.2479	-0.3093
H	-0.8105	1.9158	39.7155	0.3139	0.311	-0.2241
H	3.5433	0.8568	39.6848	-0.248	-0.3355	-0.2947
H	1.9129	-0.7998	39.6848	0.3124	0.2759	-0.2273
H	-0.8018	7.3482	39.6856	0.3863	0.3099	-0.2149
H	0.8333	9.0003	39.6856	-0.2636	-0.2601	-0.3067
H	3.552	6.2921	39.71	-0.2813	-0.2881	-0.2998
H	1.9129	4.6441	39.71	0.3074	0.3014	-0.2439
H	6.2758	3.5606	39.6887	-0.2081	-0.2893	-0.3106
H	4.6199	1.9297	39.6887	0.3316	0.3123	-0.2176
H	8.9993	0.8335	39.7064	-0.2783	-0.2804	-0.3147
H	7.3297	-0.7836	39.7064	0.3265	0.314	-0.233
H	4.6253	7.3776	39.7003	0.2859	0.3363	-0.2303
H	6.2535	9.0364	39.7003	-0.2733	-0.3152	-0.3039
H	9.0227	6.2952	39.6881	-0.3425	-0.2935	-0.2982
H	7.3699	4.6609	39.6881	0.2838	0.2755	-0.2165
H	2.2039	4.9333	6.0197	-0.244	-0.3488	0.239
H	0.5543	3.2958	6.0197	0.2502	0.2967	0.3093
H	4.916	2.2144	5.9887	-0.3069	-0.2555	0.2568
H	3.2695	0.5742	5.9887	0.2185	0.357	0.2866
H	0.564	8.727	5.9799	0.2544	0.3419	0.2911
H	2.2014	10.3768	5.9799	-0.2759	-0.3356	0.2274
H	4.9201	7.6739	5.9989	-0.311	-0.3514	0.2017
H	3.2857	6.0212	5.9989	0.2215	0.3161	0.2915
H	7.658	4.9496	5.9684	-0.3701	-0.2781	0.1964
H	6.0189	3.3014	5.9684	0.2716	0.2451	0.3083
H	8.724	0.5626	6.0037	0.3562	0.2033	0.2886
H	10.3641	2.2095	6.0037	-0.3123	-0.2982	0.204
H	7.6266	10.3874	6.0164	-0.403	-0.1875	0.2399
H	5.9768	8.7507	6.0164	0.2549	0.3443	0.2939
H	8.7379	6.0173	6.0049	0.3542	0.2061	0.3199
H	10.3892	7.6531	6.0049	-0.2923	-0.3602	0.2318

Results
free energy: -140244.506 eV
free energy less fixed offsets of H -15.71, O -570.45, Si -639.56 eV per atom: -3.786 eV

The program warned: the cutoff lies below the one the program advises for these potential files; the forces do not sum to zero within the program's tolerance; empty levels may hold ghost states of the PAW files; the exchange-correlation potential is rough where the density is thin.
